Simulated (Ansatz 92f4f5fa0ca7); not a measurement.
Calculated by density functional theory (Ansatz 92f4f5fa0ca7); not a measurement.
Periodic cell of 240 atoms, Si143O91P6, from a study of silicon, its oxide and their interface. The atomic structure is a simulated model.
Doubt: the cutoff is far below the 930 eV that the study's wrapper takes by default for these files, so forces and energies are approximate.
This geometry differs little from another in the collection (a relaxation step or a small displacement).

Settings
functional: PBE
potential files: Ansatz PAW
basis: plane waves
wave-function cutoff: 580 eV
density cutoff ratio: 5
exchange-correlation grid ratio: 1
k mesh: 1 x 1 x 1, Gamma-centred
self-consistency stop: 5e-08 eV per atom in the density residual
occupations: fixed
spin: none
net charge: 0

Cell vectors (angstrom)
a 11.6015 0 0
b 0 10.938 0
c 0 0 31.8015

Atoms and the computed forces on them: element, x, y, z (angstrom), force x, y, z (eV/angstrom)
Si 0.3109 -0.0515 23.3213 0.0036 0.0093 0.0058
P 3.8434 -0.1481 23.1673 0.0016 -0.0126 0.0078
Si 7.8806 0.0197 23.2287 -0.0017 0.0018 0.0059
P 2.1342 1.3401 23.179 -0.0033 -0.0036 -0.0015
Si 5.7307 1.1786 23.2978 -0.0005 -0.0044 0.0091
Si 9.9319 1.2469 23.275 -0.0086 0.0031 -0.0024
Si -0.0614 5.1794 23.2119 -0.0095 -0.0003 -0.0012
P 3.761 5.4095 22.9261 0.003 -0.0022 -0.0052
Si 7.6062 5.4157 22.9168 -0.0002 0.0206 -0.0118
Si 1.7999 6.7143 23.0227 -0.0043 -0.0097 0.0106
Si 5.6529 6.7265 23.0897 -0.0013 -0.0144 0.0022
Si 9.6376 6.5377 23.3311 0.0061 -0.0043 0.0012
Si 2.0557 2.6221 25.0733 -0.0101 0.0052 -0.0059
Si 5.7753 2.7353 25.0565 0.0088 -0.002 -0.0049
Si 9.7178 2.6996 25.0936 -0.0034 -0.0004 -0.0086
Si 11.7023 3.9252 25.1456 0.0138 0.0029 0.0012
Si 3.8631 4.1824 24.9399 -0.0013 -0.0011 0.0037
Si 7.7448 4.0111 24.8913 -0.0013 -0.0125 0.0047
Si 1.9515 8.0823 25.0088 0.004 0.0016 -0.0005
Si 5.7844 8.1659 24.9927 -0.013 0.0042 0.0022
Si 9.676 8.1583 25.0604 0.0074 0.0018 -0.0052
Si 11.6629 9.4508 25.1325 -0.0079 0.0006 -0.0017
Si 3.8485 9.5318 25.0605 0.008 0.0091 -0.018
Si 7.7477 9.5015 25.0617 0.0049 0.0055 -0.0057
Si 11.6141 -0.0112 26.9821 -0.0037 -0.0097 0.0007
Si 3.8747 -0.0404 26.9864 -0.0025 -0.0026 0.0041
Si 7.7134 -0.0155 26.9653 0.0012 -0.0074 -0.0007
Si 1.9723 1.327 27.0165 0.004 -0.003 -0.0039
Si 5.779 1.3609 26.9835 -0.0016 0.0061 -0.0024
Si 9.6577 1.3217 26.996 -0.003 0.0051 0.0001
Si 11.6475 5.4481 26.9693 -0.0029 -0.0038 -0.0058
Si 3.8927 5.4463 26.9505 0.0009 0.0011 -0.0084
Si 7.7435 5.4269 26.8845 -0.0008 0.0016 -0.0025
Si 1.9749 6.8004 26.9831 -0.0066 0.0027 -0.0069
Si 5.8178 6.8178 26.9508 0.003 0.0002 -0.0072
Si 9.6852 6.7847 26.9769 -0.0004 0.0031 0.0001
Si 1.9336 2.7345 28.9022 0.0261 0.0176 0.1525
Si 5.8008 2.7345 28.9022 -0.0288 -0.0152 0.1655
Si 9.6679 2.7345 28.9022 -0.023 -0.0396 0.0323
Si 0 4.1018 28.9022 0.0399 -0.107 0.0375
Si 3.8672 4.1018 28.9022 0.0587 -0.1423 -0.09
Si 7.7343 4.1018 28.9022 -0.0211 -0.0878 -0.3898
Si 1.9336 8.2035 28.9022 0.0404 -0.0336 -0.082
Si 5.8008 8.2035 28.9022 0.039 -0.0671 -0.0726
Si 9.6679 8.2035 28.9022 0.0165 -0.1183 -0.1068
Si 0 9.5708 28.9022 0.0415 -0.0611 0.105
Si 3.8672 9.5708 28.9022 0.0358 -0.226 0.2094
Si 7.7343 9.5708 28.9022 -0.0901 -0.0558 0.012
Si 0 0 30.8358 -0.0059 -0.0181 0.0088
Si 3.8672 0 30.8358 0.0266 0.021 0.0128
Si 7.7343 0 30.8358 0.0023 0.0264 0.0041
Si 1.9336 1.3673 30.8358 -0.0038 0.0087 0.0046
Si 5.8008 1.3673 30.8358 0.0079 -0.0487 0.0203
Si 9.6679 1.3673 30.8358 0.0065 -0.0377 0.0165
Si 0 5.469 30.8358 0.0076 0.0595 0.0291
Si 3.8672 5.469 30.8358 -0.0041 0.0953 0.0118
Si 7.7343 5.469 30.8358 -0.0162 0.1634 0.0127
Si 1.9336 6.8362 30.8358 -0.0024 0.0479 -0.0826
Si 5.8008 6.8362 30.8358 0.0043 -0.0993 -0.0222
Si 9.6679 6.8362 30.8358 -0.0106 -0.0302 -0.0015
Si 1.9336 2.7345 0.9679 0.006 0.1096 -0.0539
Si 5.8008 2.7345 0.9679 0.0199 0.1771 -0.0527
Si 9.6679 2.7345 0.9679 -0.0689 0.1702 -0.0043
Si 0 4.1018 0.9679 -0.0617 0.0235 0.1258
Si 3.8672 4.1018 0.9679 0.0786 0.0147 0.0768
Si 7.7343 4.1018 0.9679 -0.0067 0.0229 0.0411
Si 1.9336 8.2035 0.9679 -0.022 -0.0056 -0.2832
Si 5.8008 8.2035 0.9679 0.052 0.0373 0.2022
Si 9.6679 8.2035 0.9679 -0.0228 0.0391 0.0691
Si 0 9.5708 0.9679 -0.0253 0.0661 0.014
Si 3.8672 9.5708 0.9679 0.0031 0.0965 0.1617
Si 7.7343 9.5708 0.9679 -0.0244 0.0412 0.0202
Si 11.5634 0.0647 2.8643 0.0006 -0.008 -0.0015
Si 3.8748 0.0595 2.8934 -0.0004 -0.0075 0.0005
Si 7.7104 0.0315 2.8908 0.0063 -0.0096 -0.0016
Si 1.9154 1.4009 2.9044 -0.0001 -0.0058 0.0003
Si 5.7992 1.4095 2.9098 0.0012 0.0101 0.0075
Si 9.6363 1.4041 2.9103 -0.0113 -0.0017 0.0001
Si 11.5727 5.4702 2.9251 0.0092 0.0041 0.0144
Si 3.8863 5.4863 2.9123 -0.0106 0 0.0088
Si 7.7325 5.4721 2.9253 0.0006 -0.0015 0.0116
Si 1.929 6.8138 2.8478 0.0031 0.0035 -0.0108
Si 5.8107 6.8788 2.9558 -0.0009 -0.0013 -0.0053
Si 9.6503 6.8582 2.9185 0.0006 0.0007 -0.0021
Si 1.9138 2.7977 4.8146 0.0137 0.0124 -0.0085
Si 5.8041 2.7414 4.8801 -0.007 -0.0023 0.0078
Si 9.6729 2.6701 4.9142 0.0035 0.0139 -0.0057
Si 11.5509 4.1356 4.9092 -0.0189 -0.0052 -0.0022
Si 3.8721 4.1232 4.8651 0.0112 -0.0085 -0.0036
Si 7.7522 4.1083 4.8887 -0.0019 -0.0079 0.0035
Si 1.9359 8.4087 4.5697 -0.0099 0.0037 0.0048
Si 5.7939 8.2694 4.9277 0.0157 0.0063 0.0024
Si 9.6171 8.2942 4.8216 -0.0002 0.0004 -0.0041
Si 11.5678 9.6637 4.7853 0.0226 -0.0037 -0.0049
Si 3.8839 9.691 4.8554 -0.0111 0.0005 -0.0086
Si 7.7109 9.6941 4.8681 -0.0091 0.0241 -0.002
Si 11.7356 0.1562 6.6644 -0.0152 0.0141 0.0022
Si 3.6975 0.1519 6.8095 0.0045 0.0126 0.0001
P 7.8446 -0.0151 6.8178 -0.0179 -0.004 0.0124
P 1.9002 1.6418 6.7489 0.005 -0.0165 0.0064
Si 5.9106 1.3554 6.8266 0.0058 0.0047 -0.034
P 9.6754 1.3864 6.845 0.0009 -0.0145 -0.0043
Si 11.5476 5.7519 6.6885 0.0121 -0.0044 -0.0015
Si 3.6838 5.6248 6.6949 0.0042 -0.0111 -0.0031
Si 7.7052 5.4989 6.8422 -0.005 -0.0133 0.0036
Si 1.8626 7.0425 6.3864 -0.0075 0.0061 -0.004
Si 5.7449 6.883 6.8943 -0.0109 0.0007 0.0009
Si 9.5203 7.0545 6.8311 0.0048 0.0074 0.015
O 0.3481 5.0869 8.1724 -0.0063 0.0025 -0.0078
O 5.8419 7.9297 8.2242 -0.0005 -0.003 0.0011
O 7.8272 4.4195 8.148 -0.0074 0.0067 -0.0039
O 6.095 2.3314 8.1625 0.0095 0.0034 0.0109
O 3.161 4.8869 8.1334 -0.0006 0.0018 -0.0039
O 3.2328 10.2043 8.1629 -0.0027 -0.0018 -0.0038
O 1.8912 7.9261 7.7916 0.0008 0.0059 0.0023
O 9.307 8.2514 8.0288 0.0021 -0.0083 -0.0036
O 0.5481 10.2121 8.031 0.0085 -0.0067 0.0018
O 11.2459 4.3263 21.7997 0.0017 0.001 -0.0098
O 7.6956 5.0859 21.2526 -0.0051 -0.0043 -0.0018
O 8.1621 10.1292 21.8021 -0.0007 -0.0015 -0.01
O 10.1378 1.9146 21.7726 0.0013 -0.001 -0.0036
O 10.0913 7.0051 21.8047 0.0023 0.0049 -0.0072
O 1.5461 7.6281 21.6374 0.0021 0.0026 -0.0044
O 5.7924 7.6224 21.6908 0.0068 -0.0026 -0.01
O 5.5314 2.0986 21.9352 0.0039 0.0022 -0.0154
O 0.4662 10.0533 21.906 -0.0037 0.0009 0.0027
Si 1.8671 9.3532 8.545 -0.005 0.0064 -0.0067
Si 3.9718 5.2527 9.5035 -0.0002 -0.0015 -0.0014
Si 5.3284 7.7976 9.7789 0.0028 -0.0003 -0.0039
Si 11.5553 0.5372 13.8667 -0.0006 0.0004 -0.0009
Si 0.868 2.6844 18.3131 -0.0035 -0.0011 0.0052
Si 7.7281 6.7546 11.4944 0.0005 0.0011 0.0008
Si 8.3772 4.4183 16.7823 -0.0017 -0.0016 -0.0016
Si 9.84 8.2808 9.5879 -0.0032 0.0008 -0.0057
Si 2.5175 3.7171 11.8175 -0.0017 0.0004 -0.0029
Si 10.1571 11.1276 11.0102 -0.001 0.0003 -0.0064
Si 4.9702 1.0983 15.4899 -0.0015 -0.0005 -0.0012
Si 11.3786 3.0684 11.0897 -0.0006 -0.003 -0.0069
Si 0.1036 5.6955 9.6593 -0.0004 -0.0005 0.0007
Si 6.0366 3.7687 14.6869 0 0.0008 -0.0017
Si 6.6219 3.6563 8.964 -0.0092 0.0001 -0.0068
Si 2.9706 1.1207 13.1004 -0.0006 0.0009 0.0005
Si 11.7851 4.5687 13.5324 -0.0009 0.0009 -0.0002
Si 8.2189 8.7719 13.7396 0.0016 -0.0011 -0.0013
Si 7.6135 0.6155 12.2724 0.0032 -0.0004 -0.0027
Si 9.7658 7.4394 20.2952 -0.0001 -0.003 0.0086
Si 7.7249 10.4589 20.2573 -0.0002 -0.0048 0.0048
Si 1.5981 7.7364 11.209 -0.0025 -0.0025 -0.0024
Si 11.1635 7.5513 13.4517 -0.0014 -0.0002 0.0001
Si 6.5406 7.9442 20.2825 0.0011 0.0032 0.0044
Si 3.9251 5.7094 15.5919 -0.0005 -0.0032 -0.0033
Si 5.89 1.9627 20.3546 -0.0013 0 0.0048
Si 10.6253 3.153 20.8447 -0.0001 0.0013 0.0037
Si 0.7709 8.8616 20.8519 -0.0008 0.0007 -0.0019
Si 1.317 9.0365 15.3271 -0.0005 -0.0002 -0.0041
Si 2.4853 9.2052 18.2463 0.0014 -0.0008 -0.0013
Si 0.8963 5.1751 16.4329 -0.0004 -0.0021 -0.0027
Si 9.0545 9.903 17.6898 -0.0002 0.002 -0.0022
Si 10.2187 1.6822 16.375 -0.0001 0.0006 -0.0001
Si 3.6634 8.1188 13.6003 -0.0012 -0.0002 0.0013
Si 4.8773 10.1111 11.8425 -0.0016 -0.0005 0.0012
Si 3.6884 1.1551 18.2588 -0.0048 -0.0015 0.0006
Si 4.8381 7.3353 17.8622 -0.0011 0.0006 -0.0004
Si 10.134 6.8141 17.4688 0.0005 -0.0014 0.0011
Si 7.3627 3.6817 11.9893 -0.0097 0.0026 0.0014
Si 7.809 4.185 19.8572 0.0016 0.0014 0.0028
Si 6.5171 9.3842 16.1944 -0.0019 -0.0017 -0.0035
O 8.1646 7.7537 20.2608 -0.0022 0.0004 -0.0061
O 10.369 9.7642 10.0913 0.0014 -0.0017 -0.0034
O 1.3969 2.9918 10.8634 -0.0007 -0.0005 0.0002
O 1.0777 4.1758 17.7008 -0.0005 -0.0007 -0.0036
O 9.7694 8.4381 17.3433 0 -0.0009 -0.0022
O 7.9202 2.2221 12.6272 -0.0013 -0.0008 -0.0021
O 6.3892 9.5394 19.9661 0.0014 0.0014 -0.0047
O 7.5117 7.5979 12.8631 -0.0002 -0.0019 -0.0049
O 3.4481 -0.0226 12.0109 0.0017 -0.0018 -0.0029
O 10.6261 1.5323 14.7863 -0.0005 0.0004 -0.0013
O 8.802 7.6486 10.6576 0.0004 -0.0009 0.0003
O 8.0393 10.3661 13.346 -0.0006 -0.0007 -0.0025
O 0.3881 10.2872 14.8855 -0.0008 0.0003 -0.0017
O 9.0395 10.2594 19.295 -0.0025 0.0013 -0.0048
O 4.2111 6.844 14.447 0.0001 -0.0007 -0.0005
O 9.2827 3.5049 19.9892 0.0024 -0.0035 -0.005
O 10.8836 4.4688 10.3794 -0.0009 -0.001 -0.0016
O 4.5138 1.6588 16.948 -0.0012 -0.0008 -0.0014
O 2.8323 7.643 12.2745 -0.0007 0.0006 -0.0022
O 11.7945 4.381 15.1622 -0.0001 -0.0001 -0.0028
O 9.8031 8.3765 13.7646 -0.0017 -0.0005 -0.0021
O 2.337 5.6689 15.8862 -0.0003 -0.0002 -0.0012
O 4.5442 4.3103 15.0576 -0.0007 0.0003 -0.0023
O 1.4065 6.2218 10.534 0.0012 0.0016 -0.001
O 10.9704 8.5208 20.0814 -0.0011 -0.0011 -0.0059
O 0.5506 7.7163 14.7403 -0.0005 -0.0014 -0.0022
O 9.9759 6.3912 19.0542 -0.0017 0.0002 -0.0074
O 6.3381 6.8915 10.676 0.0024 -0.0024 0.001
O 7.5106 8.6009 15.1841 -0.0014 0.0005 0.0013
O 7.4568 9.8646 17.4117 -0.0014 -0.0014 -0.0024
O 7.2196 1.0497 20.1306 -0.0062 0.0043 -0.0041
O 11.5613 1.8356 17.2744 0.0007 0.0002 -0.0009
O 9.2338 2.9951 16.6239 -0.0002 -0.0002 -0.0044
O 11.0544 3.341 12.6975 -0.0008 0.0003 -0.0022
O 2.7721 9.0696 14.5899 0.0012 0.0003 -0.0034
O 6.0372 0.3244 11.9478 -0.0023 0.0003 -0.0028
O 6.2583 4.1289 13.1061 0.0047 -0.0025 -0.0099
O 5.0518 9.2759 10.4357 -0.0011 -0.0001 -0.0018
O 1.498 9.0496 16.9446 0.0011 -0.0003 0.0017
O 6.3746 3.4089 19.848 -0.0022 -0.0027 -0.0046
O 5.4812 4.7922 9.1058 0.01 -0.0086 -0.0045
O 0.1858 2.7387 19.7873 0.0011 -0.0014 -0.0076
O 4.6626 5.9616 17.0257 -0.0016 0.0001 -0.0002
O 5.7622 10.6329 15.52 -0.0006 0.0004 -0.001
O 6.9829 3.1854 10.4794 0.006 0.0033 0.0101
O 5.3863 8.415 16.7932 -0.0012 -0.0003 -0.0025
O 8.5308 11.2597 10.9589 -0.0015 -0.0002 0.0017
O 9.226 5.8123 16.5287 0.0003 0.0007 -0.0008
O 10.9821 7.1351 9.5067 0.0017 0.0012 -0.0021
O 3.4273 10.5086 18.0338 0.0011 0.0023 -0.0039
O 7.7942 4.6696 18.29 -0.0021 0.0013 -0.0012
O 3.9718 6.8804 9.7279 -0.0004 -0.0007 -0.0006
O 7.2006 4.4 15.6454 -0.0003 0.0001 -0.002
O 10.7518 1.6631 10.5134 0.0004 0.0011 0.0008
O 0.2677 8.1307 12.0952 0.0012 -0.0003 -0.0021
O 3.4237 2.5805 12.5423 -0.0004 -0.0006 -0.002
O 1.3518 1.169 13.296 -0.0002 -0.0009 -0.0028
O 10.947 5.946 13.2319 0.0009 -0.0016 -0.0016
O 8.127 5.1611 11.7337 -0.0031 -0.0001 -0.0014
O 4.5911 1.41 19.579 0.0048 0.0025 -0.0033
O 6.031 2.1547 14.8654 -0.0008 -0.0006 -0.0016
O 2.3063 1.9636 18.4559 -0.0009 -0.0008 -0.0048
O 4.9306 9.0153 13.0689 0.0003 0.0003 -0.0028
O 5.8539 7.0593 19.1026 0.0006 0.001 -0.0027
O 3.3981 7.8648 18.4083 -0.0011 0.0008 -0.0031
O 0.0586 6.4557 17.0138 -0.0036 -0.0006 -0.0016
O 9.6166 0.2223 16.8253 -0.0026 -0.0016 -0.003
O 3.5538 4.5181 10.874 0.0018 0.0001 -0.0005
O 1.734 4.624 12.9545 -0.0008 -0.0014 -0.0022
O 10.7404 0.0182 12.5383 -0.0002 -0.0003 -0.0003
O 3.6573 0.9102 14.5538 0.0003 -0.0009 -0.0017
O 1.7025 9.4181 19.645 -0.0027 -0.0009 -0.0053
O 1.8031 8.9681 10.1361 -0.0013 -0.0023 0.0072

Results
free energy: -147191.931 eV
free energy less fixed offsets of O -568.88, P -755.39, Si -635.61 eV per atom: 0.719 eV

The program warned: the cutoff lies below the one the program advises for these potential files; the exchange-correlation potential is rough where the density is thin.
